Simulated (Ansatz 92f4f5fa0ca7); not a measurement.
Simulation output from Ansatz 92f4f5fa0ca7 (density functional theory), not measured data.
Periodic cell of 189 atoms, Si117O72, from a study of silicon, its oxide and their interface. The atomic structure is a simulated model.

Settings: functional r2SCAN; potential files Ansatz norm-conserving; basis plane waves; wave-function cutoff 1300 eV; density cutoff ratio 4; exchange-correlation grid ratio 1; k mesh 2 x 2 x 1, shifted by 0.5 0.5 0.5 of a step; self-consistency stop 5e-08 eV per atom in the density residual; occupations Fermi-Dirac, 0.05 eV; spin none; net charge 0.

Cell vectors (angstrom)
a, 11.5403, 0, 0
b, 0, 11.5403, 0
c, 2.0623, -2.8791, 25.1949

Atoms: element, x, y, z (angstrom)
Si, 0.1828, 6.7467, 0.2105
Si, 0.3207, 9.8371, -0.0455
Si, 0.362, 3.6392, -0.2318
Si, 3.817, 7.4561, -0.5955
Si, 4.0571, 10.5111, 0.0516
Si, 3.972, 13.7285, -0.2402
Si, 7.8747, 6.6254, 0.1538
Si, 8.1381, 9.6307, -0.454
Si, 8.0917, 3.6227, -0.6225
Si, 2.2565, 6.76, 1.1788
Si, 2.1493, 10.4187, 1.3428
Si, 2.1703, 2.8406, 1.1545
Si, 5.7246, 6.6974, 0.9877
Si, 6.1857, 10.4082, 0.9632
Si, 6.0938, 2.8258, 0.7271
Si, 9.7949, 6.65, 1.4579
Si, 9.8605, 10.3364, 1.0498
Si, 9.8855, 2.9569, 0.8463
Si, 2.2073, 8.5382, 2.6489
Si, 2.074, 12.4515, 2.4983
Si, 2.2945, 4.7637, 2.4631
Si, 5.9824, 8.5545, 2.4309
Si, 6.1638, 12.4459, 2.2521
Si, 5.9034, 4.685, 2.2898
Si, 9.8311, 8.6163, 2.6298
Si, 9.8516, 12.4489, 2.234
Si, 9.859, 4.6308, 2.5267
Si, 0.2469, 8.5518, 3.9172
Si, 0.1426, 12.4444, 3.7868
Si, 0.308, 4.7264, 3.7929
Si, 4.1513, 8.5989, 3.907
Si, 4.1489, 12.4337, 3.6824
Si, 4.1537, 4.6878, 3.855
Si, 7.8621, 8.5443, 3.8628
Si, 7.9948, 12.4399, 3.7312
Si, 7.8422, 4.7151, 3.753
Si, 0.2567, 6.6041, 5.1974
Si, 0.2323, 10.5201, 5.155
Si, 0.2541, 2.8278, 5.1611
Si, 4.1279, 6.6302, 5.1893
Si, 4.1087, 10.5733, 5.1549
Si, 4.1211, 2.7445, 5.1659
Si, 7.9052, 6.6124, 5.1838
Si, 7.915, 10.5045, 5.149
Si, 7.92, 2.8103, 5.145
Si, 2.1941, 6.6293, 6.5366
Si, 2.1593, 10.5361, 6.501
Si, 2.1832, 2.7968, 6.5365
Si, 6.0044, 6.6314, 6.5738
Si, 6.0011, 10.5156, 6.5383
Si, 6.0201, 2.7597, 6.5533
Si, 9.8633, 6.6322, 6.5214
Si, 9.8607, 10.4667, 6.4936
Si, 9.8667, 2.8677, 6.5065
Si, 2.1608, 8.5872, 7.857
Si, 2.0686, 12.4201, 7.8956
Si, 2.258, 4.7271, 7.9302
Si, 5.8916, 8.5765, 7.895
Si, 6.0527, 12.3923, 7.9254
Si, 6.0236, 4.6996, 7.9091
Si, 9.934, 8.5512, 7.8797
Si, 9.8992, 12.4259, 7.7589
Si, 9.8573, 4.7707, 7.9356
Si, 0.3388, 8.6191, 9.3427
Si, 0.1188, 12.4316, 9.2839
Si, 0.3023, 4.8093, 9.241
Si, 3.9496, 8.4996, 9.3711
Si, 4.0312, 12.3211, 9.1517
Si, 4.1843, 4.7424, 9.3627
Si, 7.9113, 8.5455, 9.0549
Si, 8.0835, 12.4225, 9.179
Si, 7.9059, 4.7179, 9.306
Si, 0.4262, 6.6545, 10.7437
Si, 0.1565, 10.5524, 10.7656
Si, 0.2188, 2.9044, 10.5652
Si, 4.0774, 6.6128, 10.9293
Si, 3.8887, 10.4957, 10.6241
Si, 4.153, 2.6558, 10.472
Si, 7.8446, 6.7701, 10.5221
Si, 7.9696, 10.4193, 10.3653
Si, 8.1694, 2.7615, 10.6044
Si, 2.2225, 5.7687, 12.3762
Si, 2.0373, 11.02, 12.1708
Si, 2.2022, 2.6322, 11.7389
Si, 6.0869, 7.4704, 12.0483
Si, 5.9988, 10.5451, 11.5462
Si, 6.1535, 2.1053, 11.5788
Si, 9.8448, 6.8551, 11.6728
Si, 9.6474, 9.9704, 11.9735
Si, 10.0065, 3.7226, 12.0327
Si, -0.836, 3.637, 17.7363
Si, 5.9313, 6.1401, 14.9398
Si, 5.5166, 1.4691, 16.2151
Si, 9.6046, 2.8342, 14.9429
Si, 7.105, 6.3529, 17.6026
Si, 6.5196, 3.248, 14.261
Si, 2.9863, 5.8966, 15.4029
Si, 7.8594, -0.231, 17.1082
Si, 3.0147, 7.9479, 22.3776
Si, 5.1947, 9.5949, 21.2283
Si, 8.115, -2.2261, 21.1415
Si, 3.5012, 3.3799, 16.8552
Si, 6.051, 4.8546, 19.7775
Si, 13.444, 5.3433, 18.0695
Si, 2.793, 0.5758, 16.6624
Si, 12.6845, -1.3722, 17.8425
Si, 12.3341, 9.1714, 20.6015
Si, 4.2583, 0.3721, 22.6912
Si, 10.4752, -0.1238, 21.467
Si, 9.6507, -0.2915, 14.7483
Si, 12.668, 10.3905, 14.9912
Si, 6.5348, 9.0809, 18.6896
Si, 10.4135, 0.7161, 18.6534
Si, 4.6901, 3.3405, 21.768
Si, 14.8072, 5.5621, 20.6583
Si, 8.9436, 5.3894, 19.5761
Si, 10.1008, -4.3052, 21.6576
O, 8.0428, 3.2103, 14.7787
O, 11.088, 10.535, 14.7791
O, 5.6838, 3.4151, 20.4513
O, 0.2022, 8.2393, -0.6045
O, -0.5278, 2.0742, 18.0145
O, 0.5116, 10.926, -1.272
O, 8.0339, 8.0002, -0.751
O, 13.6199, 8.8836, 21.4868
O, 5.2438, 9.3626, 19.6225
O, 8.0139, 5.2745, -0.8019
O, 2.8631, 6.4167, 21.9506
O, 6.7111, -1.7718, 21.7853
O, 10.381, 0.9759, 20.2695
O, 6.2915, 5.0314, 18.1602
O, 4.9992, 2.7841, 17.0301
O, 13.6553, 5.9871, 19.5536
O, 16.3592, 5.8705, 20.1746
O, 8.6039, -0.9158, 15.829
O, 1.8353, 0.2463, 15.4074
O, 5.805, 4.5459, 14.8427
O, 3.1883, 4.2651, 15.5222
O, 6.0476, 9.1103, 12.4589
O, 8.9008, 0.3099, 18.2194
O, 6.1116, 0.5464, 12.2536
O, 1.8381, 10.0422, 13.5531
O, 5.7002, 1.9116, 14.6762
O, 9.1757, -0.5539, 13.215
O, 2.254, 4.0962, 12.5692
O, 2.4843, 2.1319, 16.9474
O, 6.9701, 1.0726, 16.7598
O, 9.7699, 5.3439, 12.4463
O, 3.9007, 9.1026, -0.8935
O, 10.6237, -4.361, 23.188
O, 10.202, 3.716, 16.1799
O, 11.1348, -3.4128, 20.8063
O, 9.9657, 5.8942, 20.7369
O, 9.7935, 1.2526, 15.2217
O, 9.5905, 4.0869, 18.8435
O, 3.1675, 4.3045, 18.1281
O, 9.7516, 8.3544, 12.5043
O, 8.5826, 6.3908, 18.3073
O, 11.3209, -0.5149, 18.0923
O, 13.9521, -0.3476, 17.9404
O, 2.1478, 1.1365, 12.5566
O, 10.3272, 3.0839, 13.5162
O, 2.275, 6.281, 13.9797
O, 7.9024, 9.0379, 19.5574
O, 7.1516, 6.4022, 15.9888
O, 4.3116, -0.6201, 21.4223
O, 8.6356, -3.6106, 21.7866
O, 12.0157, 4.5851, 17.9243
O, 11.8322, 10.623, 21.0892
O, 3.9304, 12.0773, -0.6003
O, 12.7714, -2.0855, 16.3566
O, 6.3331, 3.3218, 12.6712
O, 7.5366, 5.1775, 20.3847
O, 3.358, 6.8442, -2.0844
O, 6.7579, 10.2379, 17.6027
O, 4.4556, 6.6307, 15.4535
O, 0.2212, 5.2766, -0.6376
O, 0.8154, 2.9626, -1.6817
O, 8.4544, 3.2476, -2.1945
O, 2.1197, 6.307, 16.7534
O, 14.8362, 4.0425, 21.2481
O, 4.543, 8.382, 22.0711
O, 5.595, 0.157, 23.603
O, 6.3261, 6.7758, 13.5181
O, 6.2535, 7.6667, 17.9982
O, 4.2888, 1.8392, 22.0772
O, 9.1752, -1.0614, 21.3665
O, 4.372, 0.3244, 16.3255
O, 12.7663, -2.4519, 19.0331

Results
free energy: -47205.683 eV
free energy less fixed offsets of O -463.61, Si -117.95 eV per atom: -25.613 eV
pressure: -1.42 GPa
stress xx, yy, zz, yz, xz, xy (GPa, positive in tension): 0.5, 2.29, 1.47, -0.07, -0.03, 0.06

Forces (eV/angstrom), in the order of the atoms: element, x, y, z
Si, -0.0421, 0.028, -0.9084
Si, 0.0787, -0.2107, -0.461
Si, 0.2362, 0.0841, -0.7093
Si, -0.5328, -0.066, -0.3959
Si, -0.1098, 0.264, -0.675
Si, -0.2438, -0.3036, -0.4579
Si, 0.2215, -0.0347, -0.7114
Si, 0.0415, -0.2, -0.6095
Si, 0.1012, 0.3736, -0.5031
Si, 0.2285, 0.0639, -0.2817
Si, -0.2122, -0.0973, -0.1674
Si, -0.0589, 0.0276, -0.0281
Si, 0.044, 0.1364, -0.2846
Si, 0.2106, -0.115, -0.2191
Si, -0.1075, -0.0696, -0.1187
Si, -0.1562, 0.0336, -0.2379
Si, 0.0106, -0.0361, -0.1317
Si, 0.0091, 0.0673, -0.0755
Si, 0.0561, 0.098, 0.3722
Si, -0.0857, 0.0654, 0.0866
Si, 0.146, -0.0566, 0.157
Si, -0.0248, 0.1051, 0.0083
Si, -0.037, -0.0073, -0.1413
Si, -0.0149, 0.0074, -0.1696
Si, 0.0199, -0.051, 0.3242
Si, 0.0167, 0.0314, -0.203
Si, 0.0245, -0.0208, 0.3115
Si, -0.0028, 0.09, -0.0596
Si, 0.2034, -0.0217, 0.0023
Si, -0.0425, -0.0915, -0.1424
Si, -0.0289, -0.0981, 0.0132
Si, 0.0071, 0.0543, -0.1782
Si, -0.1619, 0.0501, -0.0247
Si, 0.0668, 0.0826, -0.0163
Si, -0.1627, 0.0505, 0.0078
Si, 0.1165, -0.1018, -0.0909
Si, -0.0489, -0.0459, 0.0847
Si, -0.0791, -0.0977, 0.0112
Si, 0.055, 0.0763, 0.0248
Si, 0.1636, 0.0297, 0.003
Si, 0.0244, 0.042, 0.0194
Si, 0.001, -0.0032, -0.0187
Si, 0.0095, 0.118, 0.0307
Si, -0.055, -0.1013, -0.0232
Si, -0.0417, -0.0364, -0.0262
Si, -0.004, -0.0449, 0.0502
Si, -0.1014, 0.0842, 0.0369
Si, -0.0674, -0.094, 0.003
Si, -0.1144, -0.048, 0.0208
Si, 0.0316, 0.0508, -0.0359
Si, -0.0091, 0.007, -0.0146
Si, 0.0829, -0.0662, -0.0256
Si, 0.2122, -0.0101, -0.037
Si, -0.0219, 0.1323, -0.014
Si, -0.0023, -0.0148, 0.0123
Si, 0.2064, -0.0194, 0.0267
Si, -0.08, 0.1856, 0.008
Si, 0.1137, -0.1294, 0.0481
Si, -0.0941, 0.0482, 0.0772
Si, 0.0928, 0.0538, -0.0142
Si, -0.1025, -0.0053, 0.0833
Si, -0.1646, -0.1417, -0.0539
Si, -0.0145, -0.0353, 0.1071
Si, 0.084, -0.0501, 0.1057
Si, -0.0374, 0.0673, 0.1638
Si, 0.1233, 0.0612, -0.2105
Si, -0.0424, -0.0569, 0.0067
Si, -0.1476, 0.0014, -0.2458
Si, -0.0261, -0.0583, 0.0584
Si, -0.0003, -0.0124, -0.3386
Si, 0.3397, 0.1266, -0.1489
Si, -0.0887, 0.0277, -0.1003
Si, 0.0761, -0.2526, 0.1362
Si, -0.2195, -0.0256, 0.2532
Si, -0.2228, 0.1161, 0.1421
Si, 0.1381, -0.0441, 0.0954
Si, -0.1737, 0.1945, 0.3148
Si, 0.0591, -0.0448, 0.1599
Si, -0.1651, 0.1252, 0.1828
Si, 0.2136, -0.05, 0.2518
Si, 0.025, 0.0589, 0.0521
Si, 0.1835, -0.0661, 0.4522
Si, 0.0761, 0.1783, 0.3124
Si, 0.1434, -0.142, 0.473
Si, 0.0825, 0.053, 0.6974
Si, 0.044, 0.0863, 0.7773
Si, -0.0192, -0.2131, 0.5391
Si, -0.1421, 0.0686, 0.5541
Si, -0.1379, -0.1831, 0.2939
Si, -0.1338, -0.1731, 0.5452
Si, 0.1147, 0.0285, 0.1088
Si, 0.0276, 0.0274, 0.1888
Si, 0.119, -0.0463, 0.3116
Si, -0.061, 0.1868, 0.2264
Si, -0.098, 0.1567, -0.0584
Si, -0.1699, -0.0203, -0.0535
Si, 0.1495, -0.08, 0.3289
Si, -0.2105, 0.0213, 0.1114
Si, 0.0744, 0.0021, -0.2123
Si, -0.0904, -0.0506, -0.2291
Si, -0.0087, -0.0994, -0.1991
Si, 0.1247, -0.0755, 0.2284
Si, 0.0088, -0.0046, -0.0015
Si, -0.0469, -0.0014, 0.2683
Si, 0.1474, 0.0906, 0.2691
Si, 0.0732, -0.0795, 0.3292
Si, -0.0094, 0.0321, -0.2151
Si, -0.1195, -0.1024, -0.2701
Si, 0.1059, -0.1161, -0.2781
Si, 0.004, -0.1298, 0.2414
Si, 0.0382, 0.075, 0.3177
Si, -0.1857, -0.0439, -0.1733
Si, 0.0025, -0.0047, 0.029
Si, -0.1496, -0.0374, -0.2506
Si, 0.0275, 0.0099, -0.097
Si, 0.0278, 0.0382, 0.0539
Si, -0.0366, 0.0525, -0.3064
O, -0.0338, -0.0891, -0.1374
O, 0.0515, 0.0766, -0.0387
O, -0.223, 0.2978, 0.2575
O, 0.1185, 0.2389, 0.6151
O, -0.2029, -0.0032, -0.0044
O, 0.0176, -0.4051, 0.0112
O, -0.1282, 0.4597, 0.519
O, 0.0901, -0.1364, 0.1217
O, 0.2793, -0.0409, 0.3702
O, -0.1658, -0.4128, 0.603
O, 0.0926, 0.168, -0.0174
O, -0.051, -0.1341, -0.2053
O, 0.0016, -0.2866, 0.0365
O, 0.1383, 0.2487, 0.1878
O, -0.2604, -0.1154, -0.3624
O, 0.2314, -0.1655, -0.0636
O, -0.1112, -0.2542, 0.0775
O, 0.1694, 0.3103, -0.1689
O, -0.0395, -0.2509, 0.0857
O, 0.0704, 0.0373, -0.0621
O, -0.0388, 0.2066, 0.1657
O, 0.0034, -0.2429, -0.7523
O, 0.1375, -0.0357, -0.1249
O, 0.0276, 0.2311, -0.6698
O, 0.0799, 0.5473, -0.4721
O, 0.131, 0.2099, 0.2187
O, 0.1596, -0.3308, -0.1588
O, -0.0975, 0.5719, -0.2733
O, 0.2745, -0.1222, -0.2079
O, -0.1285, -0.1387, -0.1898
O, 0.1539, -0.4119, -0.5029
O, 0.1262, -0.1698, 0.5212
O, -0.2186, 0.0088, 0.537
O, -0.0995, -0.2631, -0.0928
O, -0.0623, -0.0275, 0.2171
O, -0.1732, 0.2171, 0.0251
O, -0.0746, -0.0711, -0.1938
O, 0.0536, 0.1494, -0.1129
O, -0.1509, 0.0826, -0.3022
O, 0.079, 0.1205, -0.6565
O, -0.1971, -0.257, 0.2057
O, 0.0643, 0.0661, -0.0143
O, -0.2565, -0.0245, -0.4379
O, -0.1684, -0.2815, -0.5107
O, -0.0832, 0.1701, -0.2421
O, -0.0286, -0.2354, -0.5628
O, -0.1141, 0.0836, 0.3092
O, -0.312, -0.0829, -0.0503
O, 0.1311, 0.0314, 0.4186
O, 0.1139, 0.1185, -0.0501
O, 0.0144, -0.0184, -0.034
O, -0.1699, -0.0485, 0.0883
O, 0.194, 0.1266, 0.3854
O, 0.0126, 0.386, -0.3003
O, -0.0462, -0.1479, 0.4739
O, -0.0243, 0.0186, -0.2909
O, 0.169, 0.1618, 0.3577
O, 0.2429, 0.0234, 0.0662
O, -0.0601, -0.1924, -0.1691
O, 0.1306, -0.1488, 0.6402
O, 0.0891, 0.286, 0.2457
O, -0.1835, -0.0485, 0.4952
O, 0.208, -0.2602, -0.2413
O, 0.4598, 0.1676, 0.1605
O, -0.1295, 0.1248, 0.1076
O, 0.0254, -0.2204, 0.1834
O, -0.1244, 0.08, -0.2722
O, 0.2723, -0.1289, 0.0877
O, 0.0506, -0.0251, 0.1971
O, 0.0489, -0.0478, 0.0471
O, -0.1283, 0.3384, -0.0265
O, -0.1238, 0.2242, 0.0721
